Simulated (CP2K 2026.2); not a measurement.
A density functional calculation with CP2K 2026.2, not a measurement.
Periodic cell of 497 atoms, Si352O145, from a study of silicon, its oxide and their interface. The atomic structure is a simulated model.
Doubt: the forces sum to 0.61 eV/angstrom along one axis rather than to zero, so they err by at least 0.0012 eV/angstrom per atom on average; the grid cutoff is modest.

Settings: functional PBE; method Gaussian and plane waves; basis set DZVP-MOLOPT-SR-GTH; pseudopotentials GTH-PBE; grid cutoff 350 Ry, relative cutoff 50 Ry; k points Gamma only; occupations fixed; spin none; net charge 0.

Cell vectors (angstrom)
a 15.3866 0 0
b 0 15.3866 0
c -4.0876 1.8588 38.119

Atoms and the computed forces on them: element, x, y, z (angstrom), force x, y, z (eV/angstrom)
Si 11.277 2.251 32.052 0.083 -0.183 0.827
Si 11.276 5.334 32.196 -0.034 0.079 0.827
Si 11.277 9.996 31.963 -0.006 -0.213 0.848
Si 11.223 13.107 32.02 0.027 0.154 0.849
Si -0.259 2.167 31.977 -0.003 -0.102 0.783
Si -0.385 5.293 31.908 0.189 0.156 0.784
Si -0.181 10.489 32.024 -0.116 0.183 0.738
Si -0.339 12.949 32.116 0.058 -0.347 0.567
Si 3.653 2.348 31.891 -0.018 -0.179 0.811
Si 3.645 5.478 32.007 -0.122 0.033 0.68
Si 3.581 9.968 32.06 -0.014 -0.582 0.164
Si 3.523 13.095 31.893 0.057 0.177 0.774
Si 7.523 2.088 32.199 -0.096 -0.093 0.756
Si 7.468 5.167 32.116 0.005 0.184 0.894
Si 7.305 10.081 31.871 0.084 -0.236 0.807
Si 7.377 13.208 32.086 0.002 0.549 0.144
Si -2.169 1.912 33.334 0.014 -0.002 -0.034
Si -2.157 5.647 33.408 -0.013 0.009 -0.016
Si -2.125 9.69 33.204 -0.009 -0.006 -0.041
Si -2.248 13.383 33.384 -0.004 -0.026 -0.029
Si 1.717 1.976 33.228 0.012 -0.006 -0.041
Si 1.607 5.735 33.176 0 -0.002 -0.052
Si 1.638 9.753 33.359 -0.061 -0.002 -0.052
Si 1.642 13.423 33.291 -0.03 0.003 -0.038
Si 5.489 1.934 33.34 0.001 -0.003 -0.025
Si 5.537 5.654 33.369 -0.01 0.028 -0.034
Si 5.503 9.692 33.352 0.049 -0.022 -0.024
Si 5.413 13.416 33.328 -0.032 0.035 -0.029
Si 9.434 1.92 33.479 0.002 -0.003 -0.017
Si 9.337 5.629 33.448 -0.005 0.004 -0.045
Si 9.282 9.619 33.177 -0.01 0.012 -0.046
Si 9.323 13.407 33.374 0.046 -0.003 -0.029
Si -2.164 3.771 34.794 0.015 -0.004 0.046
Si -2.152 7.71 34.563 -0.047 -0.014 0.009
Si -2.216 11.482 34.752 0.009 0.008 0.039
Si -2.2 15.356 34.661 -0.001 0.01 0.012
Si 1.66 3.862 34.654 -0.018 0.019 0.035
Si 1.62 7.693 34.547 0.04 -0.009 0.013
Si 1.671 11.594 34.787 -0.015 -0.023 0.052
Si 1.679 15.404 34.58 -0.002 0.016 0.008
Si 5.511 3.795 34.787 0.009 -0.008 0.045
Si 5.524 7.676 34.607 -0.023 -0.005 0.029
Si 5.475 11.553 34.77 0.01 -0.014 0.048
Si 5.451 15.367 34.649 0.03 -0.004 0.035
Si 9.375 3.791 34.876 0.003 -0.003 0.068
Si 9.32 7.691 34.59 0.02 -0.022 0.005
Si 9.311 11.463 34.695 0.014 0.015 0.045
Si 9.374 15.334 34.722 -0.014 -0.007 0.025
Si 11.314 3.806 36.161 0.002 -0.002 -0.004
Si 11.282 7.697 35.94 0.008 -0.031 -0.003
Si 11.234 11.478 36.072 0.003 -0.007 -0.006
Si 11.293 15.342 36.07 0 0.016 -0.003
Si -0.22 3.814 36.081 -0.004 -0.004 -0.014
Si -0.262 7.689 35.979 -0.006 0.001 -0.001
Si -0.279 11.539 36.089 -0.006 0.008 0.005
Si -0.244 15.378 35.986 0.006 -0.005 -0.022
Si 3.554 3.837 36.069 -0.003 -0.008 -0.019
Si 3.561 7.679 35.943 0 0.013 -0.02
Si 3.576 11.541 36.133 -0.001 0.017 0.022
Si 3.551 15.374 36.028 -0.001 0.004 -0.017
Si 7.418 3.801 36.151 0.014 0.005 -0.002
Si 7.425 7.685 36.005 0.007 0.001 -0.008
Si 7.417 11.524 36.085 0.001 0.02 -0.004
Si 7.401 15.361 36.021 -0.011 0.001 -0.027
Si 11.283 1.863 37.461 -0.008 0.011 0.014
Si 11.293 5.799 37.389 -0.006 0.007 0
Si 11.262 9.556 37.403 0.014 0.012 -0.009
Si 11.273 13.419 37.417 0.008 -0.006 0.011
Si -0.244 1.88 37.41 -0.005 0.005 0.005
Si -0.258 5.777 37.38 0 -0.008 0.01
Si -0.26 9.584 37.394 -0.008 0.015 0.011
Si -0.266 13.479 37.404 0.001 -0.022 0.008
Si 3.556 1.9 37.41 0.016 -0.001 0.012
Si 3.57 5.788 37.378 0.015 -0.008 0.001
Si 3.567 9.565 37.394 -0.012 -0.002 -0.007
Si 3.574 13.48 37.441 -0.005 -0.01 0.011
Si 7.412 1.859 37.447 0.006 0.013 0.007
Si 7.425 5.779 37.411 0.001 -0.013 0.01
Si 7.413 9.582 37.408 -0.002 0.015 -0.001
Si 7.424 13.458 37.417 0.006 -0.013 -0.001
Si 1.929 15.436 11.59 0.007 -0.004 0.002
Si 1.926 3.872 11.59 0.016 0.018 0.006
Si 1.91 7.701 11.573 0.002 -0.007 0.002
Si 1.916 11.593 11.578 0.01 0.009 0.006
Si 5.729 15.42 11.534 0.005 0.005 -0.015
Si 5.724 3.905 11.53 0.012 0.011 -0.009
Si 5.718 7.712 11.519 0.029 -0.022 -0.015
Si 5.74 11.601 11.524 0.021 -0.001 -0.016
Si 9.605 15.443 11.527 -0.024 -0.007 0.001
Si 9.615 3.92 11.522 -0.001 0.004 -0.006
Si 9.594 7.738 11.501 -0.023 -0.02 -0.016
Si 9.618 11.613 11.556 -0.009 -0.006 -0.006
Si 13.438 15.424 11.55 -0.002 -0.01 -0.004
Si 13.431 3.875 11.554 -0.019 0.029 -0.003
Si 13.43 7.726 11.542 -0.029 -0.018 -0.003
Si 13.426 11.61 11.559 0.004 0.021 -0.008
Si 1.91 1.962 12.993 -0.049 -0.04 0.008
Si 1.956 5.782 12.965 -0.021 0.002 0.018
Si 1.872 9.639 12.909 -0.025 0.027 -0.004
Si 2.006 13.518 12.956 -0.044 0.006 0.014
Si 5.662 1.972 12.856 0.018 0.004 0.033
Si 5.763 5.812 12.922 -0.011 -0.005 -0.015
Si 5.676 9.651 12.825 0.006 0.009 0.005
Si 5.789 13.507 12.914 -0.002 -0.007 -0.023
Si 9.677 1.993 12.854 -0.028 0.018 0.018
Si 9.527 5.843 12.891 0.016 -0.001 -0.041
Si 9.661 9.648 12.852 -0.004 0.001 0.005
Si 9.578 13.547 12.927 0.01 0.002 -0.003
Si 13.5 1.946 12.921 0.057 -0.017 0.015
Si 13.378 5.801 12.902 0.044 -0.037 0.022
Si 13.443 9.665 12.882 0.033 0.027 -0.011
Si 13.366 13.529 12.943 0.037 -0.008 0.016
Si -0.012 1.966 14.383 0.023 -0.007 -0.007
Si -0.052 5.729 14.203 -0.012 0.024 -0.068
Si -0.055 9.603 14.275 0.037 0.007 -0.025
Si -0.01 13.533 14.154 0.006 -0.018 -0.066
Si 3.822 1.926 14.379 0.016 0.019 0.021
Si 3.914 5.782 14.358 -0.064 0.016 -0.004
Si 3.784 9.66 14.258 0.002 -0.019 0.018
Si 3.968 13.494 14.373 0.003 -0.019 0.019
Si 7.661 2.038 14.027 0.013 0.011 0.02
Si 7.649 5.842 14.338 0.025 -0.001 -0.009
Si 7.657 9.637 14.037 0.01 -0.03 0.029
Si 7.679 13.545 14.324 -0.008 -0.002 -0.032
Si 11.602 1.952 14.27 -0.034 -0.016 -0.008
Si 11.415 5.87 14.248 0.011 -0.008 -0.011
Si 11.569 9.672 14.279 -0.058 -0.028 0.044
Si 11.422 13.567 14.374 0.038 0.048 0.025
Si 0.046 15.35 15.642 0.007 -0.003 0.012
Si -0.078 3.928 15.742 0.02 -0.017 0.061
Si -0.112 7.604 15.574 -0.037 -0.009 0.06
Si -0.032 11.619 15.476 0.013 0.015 0.025
Si 4.015 15.396 15.814 0.03 -0.028 -0.009
Si 3.873 3.856 15.771 -0.002 0.03 0.035
Si 3.837 7.761 15.656 0.017 -0.061 -0.013
Si 3.893 11.525 15.715 0.016 0.029 -0.017
Si 7.723 15.63 15.477 0.024 0.035 -0.118
Si 7.625 3.812 15.551 0 -0.003 -0.014
Si 7.633 7.868 15.569 -0.025 -0.06 -0.015
Si 7.652 11.466 15.469 -0.005 0.015 -0.034
Si 11.511 15.516 15.799 -0.044 -0.035 0.02
Si 11.491 3.915 15.537 -0.002 0.042 -0.029
Si 11.522 7.76 15.691 -0.015 -0.021 -0.037
Si 11.39 11.584 15.677 0.001 0.02 -0.005
Si 1.999 14.934 16.943 0.04 0.113 -0.82
Si 1.895 4.24 17.045 0.021 -0.164 -0.841
Si 1.831 7.379 16.855 -0.005 0.574 -0.259
Si 1.852 11.801 16.859 0.092 -0.055 -0.701
Si 6.022 0.853 16.987 -0.33 0.119 -0.48
Si 5.831 3.281 17.026 -0.037 0.062 0.077
Si 5.756 8.403 16.917 -0.038 -0.022 -0.03
Si 5.871 10.851 16.88 -0.226 -0.233 -0.584
Si 9.502 16.192 16.936 0.068 0.006 0.037
Si 9.565 3.307 16.751 0.008 -0.029 -0.075
Si 9.557 8.467 16.789 0.064 -0.018 0.007
Si 9.43 10.849 16.872 0.242 -0.078 -0.599
Si 13.528 15.068 17.008 -0.089 0.245 -0.779
Si 13.306 4.513 16.921 0.104 0.384 -0.577
Si 13.416 7.044 16.972 -0.058 -0.336 -0.634
Si 13.425 11.931 16.754 -0.081 -0.092 -0.828
Si 1.798 1.846 19.148 -0.046 -0.018 -0.245
Si 12.008 5.61 24.086 -0.007 -0.024 -0.093
Si 3.827 8.552 20.62 0.184 0.028 0.028
Si 9.822 9.502 21.39 -0.061 -0.049 -0.099
Si 2.832 13.574 22.207 -0.064 0.074 0.098
Si 0.549 4.425 22.521 -0.042 0.055 -0.027
Si 7.682 12.065 18.983 0.03 -0.217 -0.11
Si -0.749 15.823 19.779 -0.079 -0.022 -0.184
Si 9.516 4.546 18.719 0.003 -0.267 -0.653
Si 3.385 10.21 25.498 -0.024 0.028 -0.065
Si 8.199 15.154 18.678 0.36 0.364 -0.481
Si 12.465 1.431 21.552 -0.067 0.059 -0.067
Si 7.559 7.056 25.058 -0.044 -0.005 0.039
Si 6.145 7.436 19.038 -0.176 0.241 -0.688
Si 12.234 3.927 19.743 -0.068 -0.1 -0.221
Si -2.604 1.707 24.714 -0.04 -0.005 -0.063
Si -1.75 5.875 21.351 -0.03 0.036 -0.072
Si 10.94 7.62 29.985 0.281 -0.095 -0.375
Si 4.336 10.925 22.531 0.053 -0.042 -0.063
Si 10.535 12.459 26.422 0.021 -0.106 0.092
Si -1.591 12.37 23.204 -0.046 -0.123 -0.093
Si 6.4 4.336 19.129 -0.228 -0.362 -0.783
Si -1.778 11.19 19.612 -0.094 -0.015 -0.076
Si 0.155 13.1 20.797 -0.108 -0.008 -0.079
Si 6.124 2.775 21.877 0.043 0.198 -0.091
Si 1.381 7.856 24.993 -0.017 0.036 0.047
Si 3.591 8.241 30.42 0.121 0.465 0.602
Si 4.164 15.363 29.843 -0.036 0.001 0.271
Si 7.889 12.185 24.839 -0.092 0.026 0.061
Si 9.292 7.649 18.935 0.066 0.286 -0.64
Si 11.401 12.252 21.349 0.055 0.069 -0.021
Si 9.911 15.12 21.318 -0.056 -0.049 -0.109
Si 0.138 13.965 27.37 0.044 0.118 0.093
Si 10.177 8.13 24.055 -0.04 0.014 -0.025
Si 11.702 9.657 26.109 -0.039 -0.067 0.051
Si 1.667 9.064 18.473 -0.195 -0.39 -0.585
Si -0.809 10.065 24.878 0.041 -0.057 0.057
Si 1.968 14.91 24.944 0.083 -0.028 -0.003
Si 6.358 9.744 26.297 0.144 0.003 0.009
Si 1.833 2.151 23.71 -0.051 0.068 -0.026
Si 1.12 11.235 27.056 -0.02 -0.047 0.004
Si 8.36 1.351 23.41 -0.019 -0.081 -0.088
Si 7.414 11.158 21.974 0 0.026 -0.152
Si -0.713 15.191 29.886 -0.067 -0.035 0.329
Si 11.943 7.111 27.995 -0.244 0.194 0.714
Si 5.298 5.011 24.048 0.04 -0.039 -0.082
Si 2.831 6.399 22.62 0.085 0.034 0.05
Si -1.14 8.379 19.773 -0.006 -0.065 -0.249
Si 10.318 3.296 25.014 -0.019 0.128 0.048
Si -0.614 6.562 29.016 -0.108 -0.069 0.167
Si 6.34 8.776 29.096 -0.042 0.025 0.291
Si 9.269 14.584 28.036 -0.016 0.115 0.043
Si -2.304 14.102 25.705 -0.108 -0.001 0.014
Si 3.402 3.563 26.001 0.013 -0.139 -0.019
Si 0.813 9.145 29.327 0.023 0.05 0.274
Si 11.531 15.397 29.845 0.024 -0.049 0.201
Si 4.274 15.999 26.791 0.058 0.015 0.119
Si 1.122 5.309 26.959 0.036 0.111 -0.02
Si -0.972 4.298 25.115 -0.142 0.019 -0.054
Si 3.672 1.097 21.529 -0.1 -0.029 -0.173
Si 7.196 15.102 25.787 0.081 -0.04 0.077
Si 8.152 6.548 29.399 0.104 -0.047 0.042
Si 9.458 5.434 27.045 0.029 0.003 0.102
Si 7.261 14.909 30.461 0.056 -0.416 0.66
Si 1.921 15.412 0.665 -0.001 -0.001 -0.003
Si 1.911 3.92 0.638 0.004 -0.005 -0.006
Si 1.899 7.722 0.636 0.007 0.006 0.006
Si 1.901 11.59 0.653 -0.004 -0.002 0.001
Si 5.743 15.415 0.672 -0.005 -0.005 -0.002
Si 5.745 3.917 0.638 -0.014 -0.011 -0.008
Si 5.74 7.722 0.649 -0.002 0.004 0.004
Si 5.733 11.6 0.665 0.011 -0.007 0.005
Si 9.569 15.418 0.663 -0.003 0.007 -0.001
Si 9.579 3.917 0.64 0.008 -0.007 -0.002
Si 9.577 7.718 0.647 0.007 0.013 0.004
Si 9.592 11.603 0.667 -0.003 -0.001 0.004
Si 13.433 15.406 0.676 0.002 0.001 0.001
Si 13.449 3.915 0.638 0 -0.012 -0.005
Si 13.428 7.715 0.648 -0.009 0.015 0.006
Si 13.436 11.592 0.657 0.001 0.003 0.003
Si 1.905 1.977 1.991 -0.007 -0.003 -0.005
Si 1.905 5.821 2.022 0.008 0.002 0
Si 1.904 9.653 1.997 0.009 0 -0.004
Si 1.902 13.5 2.032 -0.006 0.004 0.005
Si 5.742 1.98 1.996 -0.001 -0.003 -0.001
Si 5.74 5.816 2.027 0.003 0.008 0.006
Si 5.741 9.658 2.003 0.001 0.001 0.002
Si 5.74 13.506 2.043 0.007 -0.001 0.01
Si 9.585 1.979 1.995 0.006 -0.006 -0.004
Si 9.587 5.816 2.029 -0.009 0.003 0.004
Si 9.584 9.657 2.002 -0.006 0.001 0.003
Si 9.587 13.51 2.042 -0.004 -0.003 0.009
Si 13.439 1.976 1.993 -0.005 -0.003 -0.005
Si 13.435 5.813 2.027 -0.001 -0.002 0.001
Si 13.433 9.653 1.999 0.008 -0.001 -0.002
Si 13.439 13.497 2.041 0.011 0.001 0.007
Si -0.022 1.97 3.353 0.001 -0.002 -0.004
Si -0.022 5.817 3.378 -0.001 -0.001 0.002
Si -0.025 9.659 3.358 0 0.007 -0.005
Si -0.021 13.505 3.39 -0.002 0.008 0.005
Si 3.822 1.976 3.365 0.003 0.008 -0.001
Si 3.82 5.818 3.39 -0.003 -0.002 0.008
Si 3.821 9.656 3.371 0.004 -0.007 -0.001
Si 3.818 13.505 3.397 0.001 -0.012 -0.002
Si 7.664 1.974 3.363 -0.003 0.002 -0.004
Si 7.663 5.818 3.384 0.001 -0.002 0.003
Si 7.664 9.662 3.37 -0.004 0 0.002
Si 7.664 13.505 3.396 -0.005 -0.009 0.003
Si 11.514 1.975 3.358 0.002 0.01 0.002
Si 11.514 5.814 3.388 0.006 -0.005 0.004
Si 11.511 9.656 3.368 0.001 -0.003 -0.005
Si 11.515 13.508 3.396 0.003 0.005 -0.003
Si -0.022 15.441 4.73 0.002 0.001 0
Si -0.023 3.885 4.726 0.001 -0.006 -0.005
Si -0.024 7.745 4.732 0.005 0.009 -0.007
Si -0.024 11.574 4.736 0.009 -0.004 -0.007
Si 3.82 15.442 4.738 -0.008 -0.006 -0.006
Si 3.818 3.889 4.74 0 0.006 0
Si 3.82 7.743 4.747 0.004 0.001 0
Si 3.819 11.575 4.744 0.001 0.005 -0.004
Si 7.666 15.441 4.736 0.004 -0.017 -0.005
Si 7.666 3.89 4.735 0 0.011 -0.003
Si 7.666 7.744 4.74 -0.001 -0.009 -0.001
Si 7.665 11.577 4.746 0.001 0.01 0.001
Si 11.52 15.444 4.737 0.004 -0.007 -0.002
Si 11.517 3.885 4.74 -0.005 0.002 0.001
Si 11.518 7.742 4.744 -0.003 -0.007 -0.002
Si 11.516 11.576 4.743 -0.005 0.004 -0.002
Si 1.895 15.441 6.098 -0.005 0.001 0
Si 1.892 3.883 6.097 -0.007 -0.001 0.002
Si 1.891 7.745 6.104 -0.006 -0.004 0
Si 1.894 11.575 6.102 0 0.001 -0.002
Si 5.745 15.435 6.1 0.002 0.011 0
Si 5.744 3.891 6.097 0.003 -0.01 0.001
Si 5.745 7.742 6.105 0.004 0.005 0.007
Si 5.741 11.584 6.106 -0.006 -0.014 0.003
Si 9.592 15.438 6.094 -0.006 0.017 -0.005
Si 9.59 3.89 6.095 -0.004 -0.01 0.001
Si 9.591 7.741 6.1 -0.001 0.006 0.002
Si 9.592 11.583 6.103 -0.005 -0.012 0.004
Si 13.446 15.442 6.099 0.004 0.004 0.001
Si 13.448 3.883 6.096 0.008 0.001 0
Si 13.448 7.747 6.103 0.013 -0.004 0
Si 13.445 11.579 6.103 0.006 0.004 -0.001
Si 1.892 1.968 7.473 0.013 0 0.003
Si 1.886 5.811 7.448 0.008 0.009 -0.004
Si 1.89 9.662 7.479 0.011 0.007 0.002
Si 1.894 13.509 7.447 0.002 -0.004 -0.006
Si 5.744 1.97 7.46 0 0.008 -0.001
Si 5.744 5.812 7.459 -0.003 -0.005 0.003
Si 5.741 9.664 7.469 0.006 0.006 0.002
Si 5.745 13.511 7.464 -0.004 -0.007 -0.003
Si 9.59 1.97 7.459 0.001 -0.005 -0.003
Si 9.59 5.813 7.455 0.003 -0.007 0.002
Si 9.593 9.662 7.465 -0.005 -0.007 0.002
Si 9.593 13.514 7.456 0.007 -0.002 0
Si 13.454 1.969 7.475 -0.01 0 0.007
Si 13.456 5.811 7.449 -0.011 -0.002 0.001
Si 13.451 9.664 7.48 -0.011 0 0.005
Si 13.451 13.513 7.454 -0.002 0.002 -0.004
Si -0.017 1.964 8.86 0.002 -0.004 0.014
Si -0.019 5.804 8.833 0.007 -0.002 -0.012
Si -0.02 9.667 8.865 0.009 0 0.01
Si -0.015 13.513 8.826 0.012 0.001 -0.008
Si 3.824 1.969 8.822 0.01 -0.002 -0.004
Si 3.805 5.807 8.801 -0.022 -0.004 -0.01
Si 3.818 9.658 8.831 0.008 -0.004 0.001
Si 3.808 13.51 8.812 -0.026 0.005 -0.004
Si 7.667 1.971 8.82 0.003 -0.002 -0.01
Si 7.667 5.811 8.821 0.001 0.002 0.004
Si 7.667 9.67 8.823 0.004 -0.005 -0.005
Si 7.673 13.513 8.825 -0.008 0.005 0.007
Si 11.515 1.971 8.814 -0.029 0.006 -0.004
Si 11.531 5.812 8.794 0.026 -0.005 -0.009
Si 11.517 9.665 8.826 -0.014 -0.002 0.003
Si 11.526 13.516 8.807 0.014 0.002 -0.005
Si -0.003 15.413 10.218 -0.013 -0.003 -0.001
Si -0.009 3.894 10.223 0.003 -0.012 0.007
Si -0.017 7.719 10.206 0.001 0.019 0.004
Si -0.017 11.613 10.217 -0.012 0.006 0.001
Si 3.813 15.429 10.176 0.003 0.007 -0.004
Si 3.81 3.898 10.174 0.005 0.005 -0.012
Si 3.802 7.715 10.169 0.002 0.006 -0.009
Si 3.812 11.593 10.177 0.008 -0.008 -0.001
Si 7.666 15.44 10.185 -0.004 0.024 0.004
Si 7.668 3.887 10.188 0.003 -0.021 0.001
Si 7.655 7.743 10.17 -0.004 0.013 -0.007
Si 7.684 11.591 10.192 -0.013 -0.024 0.001
Si 11.526 15.435 10.171 0.004 0.013 -0.007
Si 11.53 3.9 10.162 -0.009 -0.012 -0.016
Si 11.523 7.723 10.16 0.003 0.002 -0.01
Si 11.522 11.601 10.174 0.011 -0.015 0.003
O 2.057 15.949 18.207 0.288 -0.108 0.103
O 1.91 13.354 17.452 -0.195 -0.146 0.599
O -1.19 7.343 21.007 0.105 0.2 0.386
O 1.902 3.256 18.355 -0.167 0.146 0.402
O 1.905 5.83 17.501 -0.186 0.039 0.23
O 5.364 8.217 20.231 0.154 0.341 0.269
O 1.653 10.621 17.977 0.04 0.056 0.602
O 13.034 3.708 18.346 0.147 -0.335 0.251
O 8.976 11.214 18.438 0.07 0.084 0.488
O 1.197 6.657 26.057 0.158 0.074 -0.113
O 7.954 13.564 18.438 -0.223 -0.296 -0.265
O 6.288 11.475 18.364 -0.218 0.282 0.325
O 5.678 3.76 23.088 -0.171 0.002 0.244
O 7.725 7.579 19.349 0.052 0.174 0.279
O 9.999 8.549 20.09 0.32 0.105 0.187
O -1.674 15.842 18.439 -0.138 0.561 0.233
O 8.768 15.304 20.185 -0.084 0.177 0.468
O -2.245 15.678 25.375 0.28 0.103 0.264
O 13.445 13.463 17.349 -0.087 0.018 0.512
O 8.466 6.373 26.198 0.014 0.303 0.207
O -1.837 7.716 18.468 -0.061 0.215 0.16
O 10.41 9.23 25.222 -0.481 0.347 0.143
O 11.118 16.14 20.985 -0.112 0.292 -0.186
O -1.661 15.929 21.096 0.152 -0.576 0.332
O 1.198 16.231 24.396 -0.511 0.036 0.044
O 11.204 6.948 24.428 0.283 -0.097 0.458
O 5.974 3.627 20.511 -0.23 0.04 0.231
O 2.277 13.915 23.699 -0.224 -0.34 0.223
O 5.918 10.715 22.359 -0.015 -0.217 -0.02
O 0.3 1.67 19.735 -0.335 0.332 0.482
O 8.014 4.397 19.282 0.112 -0.136 0.433
O 10.629 3.788 19.622 -0.05 -0.489 0.285
O 1.321 10.061 28.125 0.498 0.046 -0.022
O 10.547 8.746 22.616 0.582 -0.18 -0.119
O -0.325 11.823 19.936 0.22 -0.146 -0.06
O 6.706 9.782 27.884 0.172 0.513 0.031
O 8.204 14.494 29.233 0.15 -0.242 -0.276
O 11.572 13.592 25.915 -0.085 0.151 0.122
O 4.003 12.47 22.23 0.587 0.103 -0.059
O 7.129 13.542 25.32 -0.624 -0.098 0.066
O 0.048 14.425 19.883 0.277 -0.058 -0.36
O 0.2 15.077 28.549 0.297 0.286 -0.165
O 10.502 13.604 21.34 0.072 -0.074 0.191
O 7.026 9.275 30.481 0.046 -0.228 -0.249
O 12.406 1.518 23.152 -0.238 0.022 -0.061
O -1.623 13.277 24.514 0.497 -0.069 0.163
O 3.063 8.866 19.25 0.392 0.302 -0.367
O -1.894 10.921 18.028 -0.074 -0.525 0.05
O 10.924 6.101 27.221 0.217 -0.065 -0.318
O 2.343 3.205 24.821 -0.269 0.148 -0.152
O 10.93 4.403 23.988 -0.17 0.18 -0.288
O 8.498 15.26 26.767 0.232 0.172 -0.298
O 9.246 2.423 24.212 -0.073 0.169 -0.079
O 9.331 7.604 29.743 -0.237 0.458 -0.131
O 3.172 7.262 21.314 -0.092 -0.177 -0.147
O 3.813 6.687 30.903 0.005 0.065 -0.419
O 11.17 14.08 30.719 -0.391 -0.209 -0.46
O 9.894 6.133 18.814 0.189 0.05 -0.241
O 7.365 16.04 24.478 -0.274 0.244 -0.205
O 1.671 12.934 21.29 0.061 -0.529 -0.382
O 11.216 16.725 30.71 0.085 -0.049 -0.397
O -0.005 8.666 24.718 -0.171 -0.511 -0.364
O 5.746 15.109 29.95 0.025 0.094 -0.367
O -0.471 13.815 30.717 0.002 -0.212 -0.563
O 2.931 1.829 20.294 0.457 0.533 0.053
O 4.648 4.41 25.408 -0.005 -0.011 0.433
O -2.022 6.331 28.236 0.244 -0.328 -0.272
O 2.496 11.375 26.201 0.103 0.324 0.06
O 12.67 2.881 20.88 0.195 0.173 0.352
O -1.432 13.795 27.023 -0.435 -0.178 0.085
O -2.3 5.224 25.238 0.131 0.398 0.486
O -0.797 13.206 22.088 -0.218 0.513 0.026
O 12.815 5.847 22.725 -0.053 0.049 0.049
O -0.069 4.927 23.925 -0.147 0.453 -0.036
O 7.136 10.913 25.504 -0.04 -0.131 -0.092
O -2.279 15.357 29.495 -0.124 0.182 -0.679
O 7.489 3.613 31.594 -0.26 -0.215 -0.525
O -0.253 16.497 30.728 0.261 -0.046 -0.397
O 11.336 9.053 30.634 0.179 0.007 -0.665
O 3.814 15.493 28.27 -0.441 -0.276 -0.353
O 4 2.22 26.693 0.039 0.249 0.211
O 1.907 7.283 23.591 -0.119 0.345 -0.349
O 2.086 8.281 29.814 -0.002 -0.166 0.01
O 2.503 8.863 25.559 0.026 -0.232 0.502
O -0.118 10.906 26.071 -0.314 0.348 0.026
O 11.266 3.818 31.557 -0.093 0.067 -0.382
O 11.314 6.42 31.001 0.124 -0.006 -0.39
O 8.27 9.798 21.763 -0.368 -0.587 0.34
O 12.267 12.127 22.712 -0.203 -0.062 0.28
O 3.576 11.516 31.401 -0.218 0.019 -0.282
O -0.812 10.975 23.526 0.273 -0.12 -0.237
O -0.329 3.719 31.416 0.098 0.028 -0.435
O -0.691 6.217 30.598 -0.332 0.174 -0.014
O 3.727 16.742 30.591 -0.145 -0.05 -0.226
O 0.133 10.037 30.482 0.062 0.13 -0.356
O 7.58 2.18 22.255 0.355 0.193 -0.423
O 3.653 3.931 31.387 -0.146 0.011 -0.166
O 10.473 10.957 21.178 -0.269 -0.038 -0.18
O 3.761 10.61 23.993 -0.223 -0.068 0.05
O 7.727 16.371 31.012 0.131 0.109 -0.413
O 0.638 5.715 28.444 0.352 -0.145 0.163
O 7.499 6.04 30.766 -0.43 0.149 -0.048
O 6.966 7.346 28.66 -0.27 -0.213 -0.395
O -2.37 9.82 25.194 -0.032 -0.027 -0.248
O 7.383 11.668 31.456 0.105 0.16 -0.382
O 3.369 15.277 25.663 0.37 -0.267 -0.062
O 0.391 8.786 19.438 0.101 0.214 0.19
O 12.454 12.214 20.108 0.012 0.263 -0.166
O -0.326 8.135 28.815 -0.466 0.308 -0.321
O 9.442 12.199 25.269 0.167 -0.277 -0.55
O 11.512 2.323 25.503 0.121 -0.051 0.548
O 3.45 14.092 30.583 -0.231 -0.054 -0.258
O 4.21 5.958 23.323 0.091 0.19 -0.107
O 9.258 15.561 22.734 0.25 -0.362 0.559
O 5.774 5.843 19.065 -0.485 -0.053 -0.08
O 3.659 9.862 21.533 -0.143 0.035 -0.043
O 12.612 5.425 20.198 -0.032 0.538 -0.076
O 1.979 5.096 22.197 0.196 -0.255 -0.204
O 9.638 4.011 26.302 0.06 -0.244 0.128
O 0.957 14.31 26.032 0.052 0.018 -0.174
O -1.378 2.758 24.829 0.386 -0.274 -0.274
O -0.063 4.342 26.431 -0.188 -0.365 0.31
O 4.768 9.978 26.265 -0.043 0.128 0.542
O 7.916 12.064 23.22 0.494 0.499 -0.209
O 6.708 8.299 25.647 -0.143 -0.137 0.069
O 9.753 13.073 27.699 0.113 -0.549 0.482
O 0.771 12.571 27.887 0.13 -0.21 0.449
O 3.135 1.682 22.918 0.322 0.153 0.387
O 8.75 5.328 28.509 -0.241 -0.678 -0.016
O 8.637 7.631 23.986 -0.285 0.166 -0.345
O 3.418 14.895 21.485 0.247 -0.132 -0.354
O 4.738 8.599 29.316 -0.267 0.239 -0.732
O 6.583 5.939 24.401 0.18 -0.048 -0.087
O 6.701 15.826 18.469 -0.276 0.248 0.389
O 5.827 15.58 26.53 0.053 -0.048 0.37
O 12.073 8.506 27.178 -0.06 0.179 0.06
O 11.306 11.078 26.792 0.2 -0.086 0.613
O 11.235 11.561 31.463 0.071 -0.08 -0.266
O 10.584 15.415 28.527 0.189 0.304 -0.604
O 2.538 4.513 27.007 0.31 -0.06 0.394
O -1.918 9.716 20.268 -0.341 -0.112 0.789
O 0.787 2.831 22.68 -0.094 -0.51 -0.341
O 5.234 1.453 21.592 0.183 -0.347 0.043
O -0.511 4.825 21.377 0.266 -0.466 -0.554
O 7.532 12.014 20.592 0.06 0.558 0.091

Results
total energy: -101234.175 eV
total energy less fixed offsets of O -438.35, Si -107.03 eV per atom: 1.135 eV
